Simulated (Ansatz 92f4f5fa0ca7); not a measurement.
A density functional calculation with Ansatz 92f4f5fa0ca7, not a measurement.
Periodic cell of 207 atoms, Si128O79, from a study of silicon, its oxide and their interface. The atomic structure is a simulated model.
This geometry differs little from another in the collection (a relaxation step or a small displacement).

Settings: functional r2SCAN; potential files Ansatz PAW; basis plane waves; wave-function cutoff 800 eV; density cutoff ratio 5; exchange-correlation grid ratio 1; k mesh 1 x 1 x 1, shifted by 0.5 0.5 0 of a step; self-consistency stop 1e-10 eV per atom in the density residual; occupations fixed; spin none; net charge 0.

Cell vectors (angstrom)
a	10.88	0	0
b	0	10.88	0
c	-2.9065	2.0494	29.9138

Atoms: element, x, y, z (angstrom)
Si	4.1592	6.8913	-9.1855
Si	0.986	6.1583	-2.5808
Si	6.3919	4.9549	0.1526
Si	1.6306	9.3632	-5.477
Si	2.5491	4.7367	-7.6739
Si	0.5056	3.6178	-4.1216
Si	8.4043	5.7488	-6.92
Si	1.7349	8.3504	15.5322
Si	3.4646	7.5484	0.2757
Si	7.4273	11.4488	0.1106
Si	4.6282	3.2788	0.0024
Si	7.8169	9.4184	-4.4739
Si	-0.9247	8.7938	0.1927
Si	0.9119	10.3331	0.1243
Si	9.1362	13.1604	0.2337
Si	1.7742	5.8294	0.2836
Si	2.6409	9.4271	1.4134
Si	5.5438	12.3432	1.2511
Si	2.8575	4.0922	1.3842
Si	5.3894	6.7126	1.3511
Si	8.2279	9.6683	1.4531
Si	10.9087	12.1537	1.3657
Si	8.0979	14.8863	1.4573
Si	-0.0266	6.8977	1.3437
Si	1.2917	8.1683	2.8552
Si	4.1179	10.901	2.5603
Si	1.418	13.5794	2.6347
Si	4.1172	5.4218	2.8544
Si	6.7949	8.1737	2.6122
Si	9.5731	10.9195	2.8874
Si	6.7649	13.5863	2.852
Si	9.4999	5.4663	2.6528
Si	2.7046	6.7962	4.1209
Si	5.4412	9.5369	3.9765
Si	2.7555	12.2162	4.0189
Si	5.4398	14.9462	4.2104
Si	8.1426	6.8157	4.0389
Si	10.8688	9.5206	4.2305
Si	8.1626	12.2574	4.1596
Si	0.0222	4.0864	3.9773
Si	4.0963	8.1933	5.3835
Si	6.7911	10.8453	5.4128
Si	4.056	13.5585	5.4792
Si	6.8235	5.466	5.473
Si	9.4809	8.13	5.4917
Si	1.4091	10.9032	5.4706
Si	-1.3255	2.7662	5.4063
Si	1.3383	5.4162	5.4121
Si	2.7668	9.5092	6.794
Si	5.4563	12.192	6.7952
Si	2.6824	14.9631	6.7897
Si	5.4296	6.8461	6.7774
Si	8.1226	9.5195	6.8133
Si	0.0006	12.279	6.7809
Si	8.2102	4.0874	6.7961
Si	10.8848	6.7591	6.8066
Si	1.3978	8.1354	8.1329
Si	4.1222	10.8349	8.1715
Si	1.3158	13.6436	8.1577
Si	4.0491	5.4805	8.1128
Si	6.7673	8.1803	8.1731
Si	9.5135	10.8975	8.1311
Si	6.8478	13.5626	8.116
Si	9.5466	5.4122	8.1895
Si	2.7269	6.8089	9.5769
Si	5.446	9.4962	9.6119
Si	2.708	12.2411	9.3813
Si	5.4575	4.0942	9.3612
Si	8.1615	6.8098	9.4479
Si	0.0216	9.5156	9.4316
Si	8.1763	12.2233	9.5646
Si	-0.0077	14.9568	9.6167
Si	4.086	8.1443	11.007
Si	6.8429	10.8381	10.9638
Si	4.0843	13.6041	10.6444
Si	6.7937	5.4326	10.7342
Si	-1.3296	8.1423	10.7766
Si	1.3764	10.9072	10.7465
Si	9.5123	13.5696	10.9829
Si	1.3602	5.4646	10.9695
Si	9.1628	4.9553	15.7573
Si	5.3652	12.2861	12.0951
Si	2.7845	3.9972	12.1283
Si	4.5596	4.8315	13.4058
Si	-2.6242	9.414	12.265
Si	0.0433	12.1421	12.2512
Si	8.0804	4.1259	12.192
Si	-0.053	6.8475	12.2927
Si	2.6717	9.6211	12.228
Si	0.5893	13.6248	16.2086
Si	1.8501	2.2629	13.3933
Si	5.5003	6.686	12.2644
Si	7.3735	7.5458	13.4279
Si	-0.8641	10.3593	13.5367
Si	6.2439	14.046	13.323
Si	2.4896	5.8674	18.7861
Si	6.0188	7.1743	-5.365
Si	-1.8074	5.819	13.5206
Si	2.3777	10.4593	-2.6749
Si	7.3582	5.324	-1.9456
Si	9.2684	2.9073	-2.031
Si	4.0955	8.1591	20.2863
Si	9.4032	11.4807	15.5297
Si	4.1626	8.7338	-7.1028
Si	4.3619	12.8391	-2.8121
Si	6.2206	10.3181	-8.835
Si	3.4912	7.8185	-2.0132
Si	0.3415	8.0476	18.1446
Si	8.4822	11.0987	-7.1307
Si	1.385	3.1075	19.1545
Si	4.1268	10.3753	16.2141
Si	3.5925	11.4791	13.3923
Si	9.1803	13.3803	19.7514
Si	4.9135	10.6952	18.9406
Si	9.4971	3.1508	-6.648
Si	9.1443	7.7571	-2.5067
Si	7.2051	11.5876	-2.2513
Si	5.1377	5.8822	-3.7086
Si	3.39	3.7039	-4.8654
Si	0.1404	9.6892	-7.8967
Si	0.8729	8.7082	13.4296
Si	6.1898	8.0929	16.3146
Si	8.4365	7.0127	18.0841
Si	0.4227	6.9775	-6.7455
Si	0.3677	3.262	-9.2233
Si	3.7302	6.0701	16.0901
Si	7.2358	13.5595	15.3365
Si	7.4729	11.8325	17.6314
O	1.3697	5.3155	-1.245
O	9.0106	8.4252	-3.9763
O	4.1203	11.3759	14.958
O	-0.1713	2.9477	19.5408
O	3.2981	5.3724	17.4735
O	-1.2186	7.9668	18.5269
O	-0.2128	2.8812	-2.8674
O	9.0525	6.0869	16.9079
O	0.6595	10.2143	-6.4506
O	0.7379	5.1944	-3.8421
O	-0.7472	3.4946	-8.0914
O	3.5725	9.3905	-2.4085
O	6.5869	12.7306	16.589
O	7.823	6.8557	-2.2335
O	1.5813	2.7711	14.9382
O	-1.3275	10.3299	-8.0786
O	1.0658	7.825	-5.5022
O	8.2163	10.1821	-5.8273
O	9.002	12.5154	-6.597
O	8.436	10.8595	16.7144
O	2.8654	9.3923	16.0434
O	-0.185	12.1935	16.2304
O	3.4346	8.1136	-8.413
O	-1.0151	6.2933	-6.4757
O	7.0786	7.9131	14.9933
O	8.4947	12.8244	18.4029
O	4.1521	4.9749	14.9975
O	6.455	8.6044	-4.7415
O	3.3267	3.9757	-6.4628
O	2.451	6.8909	15.5241
O	0.9846	9.1362	19.1467
O	9.2883	8.8422	-1.3209
O	3.779	5.1037	-4.1406
O	7.1727	7.8755	17.574
O	-0.3165	3.3883	-5.4734
O	5.3615	9.6704	-7.6244
O	3.0623	11.8946	-2.8003
O	3.1284	9.4674	-6.112
O	7.9731	6.1838	19.3854
O	4.7681	9.0839	19.133
O	1.4744	2.8765	17.5543
O	5.6745	11.9705	-2.5581
O	7.7815	4.1041	15.9117
O	4.3142	11.3796	20.27
O	4.9857	7.0325	16.3672
O	1.8082	3.6435	-8.6009
O	1.473	5.8124	-7.1255
O	7.5548	10.3542	-3.2056
O	5.5337	9.5653	16.251
O	3.4978	6.7838	19.6657
O	2.2899	12.9525	19.9883
O	8.1908	12.7957	-2.7399
O	1.154	6.6661	18.3501
O	8.1364	5.8403	-8.5144
O	8.6927	4.4246	-2.1595
O	1.9719	4.56	19.5668
O	6.4778	11.0877	18.6699
O	2.1456	7.2671	-2.7658
O	-0.4423	3.9966	16.0851
O	3.6147	5.4762	-8.6325
O	4.7559	7.445	-6.3358
O	1.303	10.5187	-1.4652
O	8.3334	3.7649	20.2666
O	-0.4118	6.8899	-2.3644
O	4.2058	3.0183	-1.578
O	1.5921	10.026	-4.0194
O	1.9924	3.0651	-4.3731
O	5.7621	6.9157	-8.9623
O	6.2467	4.8837	-3.0563
O	8.5368	12.6898	14.8361
O	4.4776	13.524	-4.2883
O	7.2849	6.6082	-6.1761
O	1.14	10.1715	-9.0545
O	4.0442	11.1411	17.6381
O	8.2826	4.2012	-6.4525
O	7.1769	11.3684	-8.0546
O	4.7498	6.9725	-2.5619
O	0.1653	8.0667	-7.9281
O	0.5056	8.4649	16.5949

Results
free energy: -126934.814 eV
free energy less fixed offsets of O -570.45, Si -639.56 eV per atom: -5.584 eV

Forces (eV/angstrom), in the order of the atoms: element, x, y, z
Si	0.0031	-0.0107	-0.0613
Si	0.0012	0.0134	0.0324
Si	0.0146	0.002	-0.027
Si	-0.0008	0.0056	-0.0168
Si	0.0054	-0.003	-0.0645
Si	-0.0125	-0.0056	0.0211
Si	0.0189	-0.0166	-0.0629
Si	0.0194	-0.0103	0.0344
Si	-0.0006	0.0046	-0.0264
Si	-0.0045	0.0047	-0.0124
Si	0.0041	0.0111	0.0528
Si	0.0109	0.0216	0.0279
Si	0.03	-0.0017	0.0442
Si	-0.0186	-0.005	0.0613
Si	0.0053	0.0051	-0.0171
Si	0.0127	0.0104	0.0461
Si	0.0059	0.0011	-0.0065
Si	0.0007	-0.0066	-0.0048
Si	0.0005	-0.0029	-0.0047
Si	0.0064	0.0048	-0.0047
Si	-0.0013	-0.0033	-0.0027
Si	0.0009	0.0011	-0.0062
Si	0.0047	0.0119	-0.0084
Si	-0.0009	-0.0031	-0.0007
Si	-0.0055	-0.0005	0.0066
Si	-0.0004	-0.0013	-0.0019
Si	0.0008	-0.0017	0.0003
Si	-0.0017	-0.0061	0.0057
Si	-0.0049	0.0033	0.0029
Si	0.0003	-0.0015	0.0046
Si	-0.0003	0.0006	0.0075
Si	0.0011	-0.0019	-0.0027
Si	0.0032	0.0009	0.0003
Si	-0.0008	-0.0032	-0.0019
Si	0	-0.0011	0.0019
Si	0.0007	0.0029	-0.0025
Si	0.0004	-0.0007	0.0011
Si	0.0035	0.0015	-0.0031
Si	0.0017	-0.0011	-0.0052
Si	-0.0003	0.0004	-0.0017
Si	-0.0014	0.0002	0.0034
Si	-0.0008	0.0012	0.0042
Si	0.0008	0	0.0018
Si	0.0002	-0.0019	0.0032
Si	0.0003	-0.0001	0.0021
Si	0	-0.0018	0.0027
Si	-0.0018	-0.0007	0.0046
Si	0.0022	0.0001	0.0028
Si	0.0004	0.0013	0.0034
Si	-0.0021	-0.002	0.0037
Si	-0.0013	-0.0023	0.003
Si	0.0022	-0.0001	0.0034
Si	-0.0004	-0.0036	0.0059
Si	0.0026	0.0005	0.0034
Si	0.0004	0.0016	0.0036
Si	-0.0012	-0.0006	0.0048
Si	0.0005	-0.0021	0.0054
Si	0.0021	-0.0006	0.004
Si	0.001	0.0003	0.0027
Si	-0.0017	-0.0003	0.002
Si	0.0003	0.0001	0.002
Si	-0.0001	0.0001	0.0045
Si	0.0006	-0.0011	0.0041
Si	0.0001	0.0004	0.0052
Si	0.0037	0.0002	-0.0007
Si	0.0001	0.0006	0.0014
Si	-0.0021	-0.0005	-0.0027
Si	0.0003	0.0017	-0.001
Si	0.0007	0.0017	-0.0034
Si	0.0002	0.0004	-0.0008
Si	-0.0024	0.0001	0.0007
Si	0.0017	-0.0001	0.0024
Si	-0.0022	-0.0033	0.0011
Si	0.0044	-0.0018	0.0032
Si	-0.0011	-0.0045	0.0066
Si	0.005	0.0012	0.0046
Si	0.001	-0.0029	0.0023
Si	-0.0012	-0.005	0.0067
Si	0.0027	-0.0018	0.0009
Si	-0.0004	0.0002	-0.0018
Si	0.0102	-0.0194	0.0433
Si	-0.0065	-0.0009	-0.007
Si	0.0016	-0.0026	-0.0044
Si	-0.0094	0	0.0481
Si	-0.0008	0.0014	-0.0043
Si	0.0058	-0.0007	-0.0006
Si	-0.0067	0.0021	-0.0069
Si	0.0002	0.002	-0.0036
Si	0.001	0.0054	-0.0105
Si	-0.0059	0.0041	0.0237
Si	-0.0175	0.0173	0.045
Si	0.0017	-0.0031	-0.0073
Si	-0.0061	0.0087	0.0513
Si	0.0019	-0.0094	-0.0052
Si	-0.0031	0.0093	-0.0108
Si	0.0015	-0.0109	-0.0259
Si	0.0014	0.0335	-0.0419
Si	-0.0037	0.0015	-0.0277
Si	-0.018	-0.0051	0.0436
Si	-0.011	-0.0281	0.0854
Si	-0.0087	-0.018	0.071
Si	-0.0053	-0.0117	-0.0687
Si	-0.0196	0.0086	0.0168
Si	0.0043	0.024	-0.0503
Si	0.0058	0.0085	0.0573
Si	-0.0133	0.0079	-0.0855
Si	-0.0213	0.0028	0.0626
Si	-0.001	-0.0123	-0.0145
Si	-0.0135	0.0044	-0.0536
Si	0.0066	0.0037	-0.0301
Si	-0.0003	-0.0171	0.0164
Si	0.0228	-0.0087	0.058
Si	-0.0034	0.0269	-0.0544
Si	0.0081	0.018	-0.0502
Si	0.0114	-0.008	-0.051
Si	0.0067	0.0175	0.0535
Si	0.0256	-0.0002	0.0722
Si	-0.0116	-0.019	0.0563
Si	-0.0012	-0.0056	-0.0043
Si	0.0134	0.0217	-0.0711
Si	-0.0134	0.012	-0.0253
Si	-0.0133	-0.0036	0.0136
Si	-0.0013	0.0104	-0.0194
Si	-0.004	-0.0075	-0.0427
Si	-0.0065	-0.0304	-0.0677
Si	-0.0091	0.0169	0.0327
Si	0.0209	-0.0308	0.0357
Si	0.0016	-0.0001	-0.0244
O	-0.0135	-0.0102	-0.0603
O	0.0026	0.0046	-0.0204
O	-0.0157	0.0079	-0.0686
O	-0.0159	-0.0054	0.025
O	0.0063	0.0022	-0.0005
O	-0.0009	-0.0036	0.0024
O	0.0336	0.0103	-0.0392
O	0.0086	-0.0106	-0.0148
O	0.0037	-0.0013	0.0248
O	-0.0077	-0.0069	-0.007
O	-0.0111	-0.006	0.0358
O	0.0039	0.0041	-0.0174
O	0.0083	0.0129	-0.0176
O	0.0094	0.0164	-0.0151
O	0.0223	-0.0126	-0.0649
O	-0.0071	-0.0021	0.0214
O	0.004	0.0024	0.0164
O	0.0017	-0.0038	0.004
O	-0.0031	0.0001	0.0114
O	0.0119	0.0083	-0.003
O	-0.0046	0.0093	-0.0163
O	-0.0015	-0.0028	-0.0143
O	-0.0058	0.0078	0.0285
O	0.0047	0.0011	0.0099
O	0.0188	-0.0114	-0.0614
O	0.0013	0.004	0.0235
O	0.0162	-0.011	-0.0622
O	-0.0119	-0.0153	0.0024
O	0.0044	-0.0054	0.022
O	-0.006	-0.0004	0.0032
O	0.0052	-0.0005	0.0275
O	-0.0213	-0.0181	-0.077
O	0.0096	0.0068	-0.0149
O	0.0083	-0.0043	0.006
O	0.0065	0.0021	0.0119
O	-0.0099	-0.009	0.0261
O	0.0123	0.0051	-0.0097
O	-0.0029	-0.0012	0.0164
O	0.0054	-0.0049	0.0242
O	-0.0043	-0.0008	0.0325
O	-0.0006	-0.0033	0.0028
O	-0.0234	0.0041	-0.0351
O	-0.0015	0.0008	-0.0041
O	-0.0092	0.0052	0.0293
O	0.0067	-0.0078	-0.0032
O	0.0206	0.0099	0.0381
O	-0.0103	0.0106	0.0181
O	0.0121	-0.0159	-0.0354
O	-0.0111	0.0151	0.0138
O	0.0104	0.0143	0.0186
O	0.017	-0.0119	0.0426
O	-0.0152	-0.014	-0.03
O	-0.0071	0.0208	-0.0054
O	0.0154	-0.0015	0.0408
O	-0.0077	0.0109	-0.02
O	0.0022	-0.0024	0.0152
O	-0.0049	-0.0038	0.0106
O	-0.0046	-0.009	-0.0197
O	-0.0082	0.0154	-0.0038
O	-0.0134	-0.0037	0.0301
O	0.012	-0.03	0.0417
O	0.0231	0.0029	-0.081
O	0.0071	0.0148	0.0174
O	0.0078	-0.0074	-0.0304
O	-0.0023	-0.0287	-0.0799
O	-0.0014	-0.0035	-0.0132
O	0.0015	0.0079	0.0016
O	-0.0128	0.0053	0.0327
O	-0.0192	0.0094	-0.0532
O	-0.0016	0.0098	0.0091
O	-0.0009	0.008	-0.017
O	-0.0204	0.0089	0.0534
O	-0.0108	-0.0166	0.0417
O	0.0041	-0.0123	0.0065
O	-0.0086	0.0054	0.0205
O	0.0229	0.0013	0.0377
O	0.013	-0.0065	-0.0544
O	-0.0017	-0.0007	0.0272
O	0.0128	-0.0079	0.0045

The program warned: the cutoff lies below the one the program advises for these potential files; the forces do not sum to zero within the program's tolerance; empty levels may hold ghost states of the PAW files; the exchange-correlation potential is rough where the density is thin.
